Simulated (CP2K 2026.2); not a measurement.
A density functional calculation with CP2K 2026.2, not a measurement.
Periodic cell of 508 atoms, Si360O148, from a study of silicon, its oxide and their interface. The atomic structure is a simulated model.
Doubt: the forces sum to 1.49 eV/angstrom along one axis rather than to zero, so they err by at least 0.0029 eV/angstrom per atom on average; the grid cutoff is modest.

Settings
functional: PBE
method: Gaussian and plane waves
basis set: DZVP-MOLOPT-SR-GTH
pseudopotentials: GTH-PBE
grid cutoff: 350 Ry, relative cutoff 50 Ry
k points: Gamma only
occupations: fixed
spin: none
net charge: 0

Cell vectors (angstrom)
a	16.32	0	0
b	0	16.32	0
c	-7.2333	-5.2528	33.9592

Atoms and the computed forces on them: element, x, y, z (angstrom), force x, y, z (eV/angstrom)
Si	14.49	15.449	0.111	-0.023	0.025	-0.018
Si	0.833	1.871	0.162	-0.091	0.007	0.015
Si	15.418	3.596	0.126	0.066	-0.011	-0.004
Si	1.856	6.363	0.134	0.079	-0.162	0.623
Si	14.428	10.075	0.052	-0.031	0.033	0.017
Si	1.921	11.715	0.206	0.003	-0.072	0.003
Si	4.516	14.594	0.046	-0.3	0.108	0.781
Si	7.002	1.175	0.15	-0.099	0.147	0.649
Si	3.533	4.602	0.163	-0.113	0.143	0.62
Si	0.195	0.935	33.926	-0.002	-0.101	0.575
Si	3.626	9.976	0.162	-0.231	0.146	0.58
Si	6.716	12.394	0.2	0.058	-0.161	0.722
Si	1.996	9.981	33.939	0.265	-0.19	0.691
Si	12.772	0.878	0.187	0.032	-0.054	-0.044
Si	9.147	4.505	0.097	0.021	-0.042	-0.054
Si	11.616	7.4	0.094	-0.018	0.029	0.04
Si	9.895	9.115	0.159	0.226	-0.207	0.536
Si	12.641	11.774	0.094	0.32	-0.129	0.451
Si	-0.088	0.079	1.395	0.009	-0.005	-0.045
Si	2.609	2.813	1.403	0.053	0.019	-0.077
Si	0.045	5.4	1.333	0.012	0.025	-0.044
Si	2.717	8.168	1.384	-0.01	0.03	0.016
Si	-0.01	10.872	1.306	0.016	-0.026	-0.017
Si	2.841	13.532	1.368	0.031	0.06	-0.066
Si	5.449	-0.036	1.396	0.008	-0.009	-0.028
Si	8.177	2.783	1.39	0.019	-0.061	-0.021
Si	5.488	5.442	1.221	-0.006	0.017	-0.01
Si	8.191	8.012	1.333	-0.008	-0.004	-0.038
Si	5.418	10.867	1.417	0.01	-0.022	-0.054
Si	8.214	13.66	1.432	-0.026	0.018	-0.06
Si	10.92	-0.056	1.305	-0.035	0.05	-0.023
Si	13.714	2.634	1.449	0.026	-0.023	-0.012
Si	10.833	5.545	1.346	0.061	-0.035	-0.05
Si	13.465	8.295	1.316	0.033	-0.01	-0.001
Si	10.937	10.823	1.412	-0.063	-0.006	-0.035
Si	13.579	13.608	1.322	0.022	-0.022	0
Si	14.968	1.336	2.918	0.027	-0.006	-0.054
Si	1.335	4.127	2.852	-0.023	0.027	-0.011
Si	14.905	6.827	2.559	0.002	0	-0.01
Si	1.261	9.453	2.725	0.026	0.056	-0.071
Si	15.029	12.312	2.687	-0.039	-0.025	-0.039
Si	1.378	14.961	2.603	0.015	-0.02	0.029
Si	4.022	1.366	2.652	0.013	-0.016	0.008
Si	6.722	4.056	2.717	0.041	0.039	-0.041
Si	4.193	6.851	2.681	-0.019	-0.029	-0.05
Si	6.814	9.437	2.652	-0.006	0.01	0.032
Si	4.135	12.239	2.838	-0.029	0.012	0.005
Si	6.829	14.984	2.803	-0.016	-0.006	0.038
Si	9.597	1.393	2.67	-0.008	-0.035	-0.01
Si	12.259	4.103	2.603	-0.037	-0.002	0.026
Si	9.501	6.774	2.837	0.043	-0.024	-0.02
Si	12.238	9.539	2.867	0.027	-0.028	-0.028
Si	9.563	12.234	2.707	0.007	-0.008	0.03
Si	12.175	14.87	2.734	-0.014	-0.009	-0.007
Si	13.545	-0.067	4.116	-0.017	-0.004	-0.026
Si	0.01	2.733	4.196	0.002	0.042	0.007
Si	13.6	5.459	3.991	0.02	0.009	0.026
Si	-0.075	8.108	4.06	0.003	-0.028	0.035
Si	13.653	10.942	4.089	-0.01	0.004	-0.019
Si	0.044	13.642	4.059	-0.004	0.021	0.008
Si	2.7	-0.005	4.026	-0.01	0.001	0.025
Si	5.387	2.694	4.063	-0.005	-0.009	0.019
Si	2.783	5.497	4.07	0.021	0.005	0.017
Si	5.482	8.165	4.109	-0.001	0.01	0.02
Si	2.678	10.847	4.065	0.014	0.018	-0.036
Si	5.483	13.609	4.161	0.018	0.02	0.002
Si	8.215	0.054	4.075	-0.012	-0.026	0.002
Si	10.923	2.754	4.035	-0.003	-0.011	0.012
Si	8.105	5.398	4.107	-0.022	0.005	-0.006
Si	10.864	8.156	4.163	-0.008	-0.003	0.013
Si	8.165	10.849	4.013	-0.009	-0.021	0.012
Si	10.867	13.559	4.137	-0.022	-0.002	0.018
Si	14.965	14.945	5.448	0.016	-0.014	0.017
Si	1.385	1.339	5.467	0.037	-0.014	0.012
Si	14.929	4.12	5.443	-0.026	0.033	-0.01
Si	1.359	6.811	5.418	-0.004	-0.005	-0.002
Si	14.958	9.523	5.437	0.005	-0.021	0.006
Si	1.364	12.243	5.427	0	0.01	0.004
Si	4.071	14.981	5.433	-0.03	0.002	-0.006
Si	6.8	1.373	5.423	0.018	-0.002	0.004
Si	4.08	4.084	5.438	-0.016	0.016	0.008
Si	6.802	6.79	5.474	-0.001	-0.01	0.022
Si	4.071	9.516	5.429	-0.013	0.001	-0.003
Si	6.837	12.205	5.445	0.015	-0.016	-0.001
Si	9.519	14.969	5.449	-0.003	0.006	0.011
Si	12.228	1.364	5.434	-0.015	0.025	0.003
Si	9.519	4.058	5.423	0.017	0.002	0.005
Si	12.256	6.777	5.437	0.018	-0.028	-0.005
Si	9.497	9.535	5.46	0.003	0.01	0.002
Si	12.265	12.242	5.475	0.022	-0.021	0.014
Si	0	-0.009	6.806	-0.018	0.023	0.015
Si	2.736	2.719	6.807	-0.009	0	0.014
Si	0.002	5.454	6.791	0.016	-0.027	0.006
Si	2.71	8.164	6.796	-0.002	0.007	-0.003
Si	0.007	10.88	6.793	-0.008	0.001	0
Si	2.722	13.602	6.79	-0.003	0.006	-0.001
Si	5.443	0.009	6.791	-0.001	0.001	-0.004
Si	8.161	2.716	6.8	-0.013	0.003	-0.001
Si	5.437	5.429	6.815	0.008	0.002	0.007
Si	8.157	8.161	6.82	-0.006	0.001	0.006
Si	5.439	10.872	6.794	0.001	0.002	-0.005
Si	8.171	13.593	6.804	0.013	-0.001	0.002
Si	10.875	0.011	6.807	-0.002	-0.004	-0.001
Si	13.586	2.73	6.792	0.013	-0.008	0.009
Si	10.879	5.424	6.788	-0.004	0.005	0.008
Si	13.599	8.159	6.797	0.002	0.016	-0.006
Si	10.883	10.878	6.81	0.008	-0.004	0.005
Si	13.618	13.598	6.828	0.003	0.002	0.012
Si	-1.361	1.378	13.596	0.009	0.001	-0.004
Si	1.356	4.073	13.583	0.003	-0.008	-0.01
Si	-1.362	6.799	13.608	0.001	0.001	0.006
Si	1.349	9.506	13.604	0.018	-0.016	-0.001
Si	-1.362	12.244	13.595	-0.014	0.016	0.001
Si	1.369	-1.358	13.584	0.008	-0.005	-0.002
Si	4.073	1.371	13.59	-0.007	0	0.001
Si	6.792	4.089	13.606	-0.005	0.001	-0.005
Si	4.076	6.786	13.59	-0.003	0.015	-0.003
Si	6.808	9.514	13.603	-0.019	0.004	-0.003
Si	4.084	12.236	13.588	0.014	-0.009	-0.012
Si	6.802	-1.37	13.594	-0.004	-0.002	0
Si	9.547	1.362	13.608	0.003	0.006	-0.005
Si	12.251	4.08	13.613	-0.002	0.007	-0.001
Si	9.52	6.809	13.609	0.014	-0.018	-0.003
Si	12.227	9.513	13.594	0.005	0.012	-0.002
Si	9.523	12.231	13.601	0.003	0.003	0.001
Si	12.239	-1.348	13.601	-0.001	0	-0.001
Si	-2.742	0.045	14.955	-0.006	0.015	0.011
Si	-0.003	2.737	14.963	0.025	0.011	-0.005
Si	-2.715	5.443	14.977	0.002	-0.015	-0.008
Si	-0.004	8.147	14.981	-0.005	0.008	0.003
Si	-2.724	10.869	14.941	-0.007	0.006	-0.012
Si	0.024	13.592	14.941	0.017	-0.014	0.001
Si	2.713	0.014	14.947	-0.016	0.009	-0.011
Si	5.424	2.73	14.959	-0.007	0.011	-0.006
Si	2.709	5.426	14.946	-0.011	-0.015	0
Si	5.462	8.119	14.943	0	-0.027	0.011
Si	2.699	10.895	14.938	-0.014	0.026	0.002
Si	5.448	13.582	14.955	0.005	-0.018	0
Si	8.175	-0.008	14.937	0	0.01	0.001
Si	10.926	2.7	14.985	0.021	-0.009	0.016
Si	8.134	5.472	14.965	-0.018	0.005	0.002
Si	10.876	8.166	14.98	-0.009	-0.001	0.002
Si	8.164	10.875	14.97	-0.004	0.011	0.004
Si	10.891	13.592	14.952	-0.002	0.002	-0.016
Si	-1.336	-1.317	16.223	0.019	0.001	-0.01
Si	1.408	1.428	16.312	-0.033	-0.008	-0.01
Si	-1.406	4.038	16.347	-0.016	-0.018	-0.024
Si	1.283	6.688	16.321	0.018	0.006	0.024
Si	-1.321	9.579	16.321	-0.001	0.028	-0.039
Si	1.341	12.223	16.354	-0.008	-0.027	-0.018
Si	4.026	-1.412	16.277	0.009	-0.002	-0.039
Si	6.759	1.308	16.267	-0.007	0.018	0.005
Si	4.116	4.147	16.333	0.024	0.034	-0.001
Si	6.792	6.804	16.405	0.015	-0.005	-0.042
Si	4.066	9.49	16.209	0.018	0.008	-0.029
Si	6.849	12.273	16.336	-0.003	0.005	-0.015
Si	9.568	-1.331	16.301	0.004	0.002	-0.027
Si	12.277	1.374	16.436	-0.003	0.033	-0.026
Si	9.524	4.091	16.24	0.001	0.009	-0.06
Si	12.305	6.864	16.327	0.009	-0.031	0.013
Si	9.458	9.47	16.349	-0.031	-0.02	-0.012
Si	12.212	12.188	16.302	0.011	-0.011	0.021
Si	-0.006	0.071	17.588	0.011	0.009	0.012
Si	2.778	2.809	17.686	-0.062	-0.048	0.023
Si	-0.093	5.333	17.765	0.047	0.057	0.077
Si	2.689	8.108	17.508	0.031	-0.016	0.023
Si	-0.001	10.892	17.782	-0.022	-0.002	-0.01
Si	2.66	-2.705	17.703	0.02	0.018	-0.014
Si	5.392	-0.095	17.609	0.045	0.035	0.046
Si	8.141	2.71	17.532	-0.005	0.047	0.028
Si	5.444	5.462	17.806	-0.042	-0.018	-0.023
Si	8.106	8.167	17.819	-0.01	0.016	0.007
Si	5.43	10.84	17.547	-0.013	0.01	-0.005
Si	8.247	-2.646	17.699	-0.06	-0.048	0.062
Si	10.902	-0.027	17.748	-0.007	-0.018	0.006
Si	-2.673	2.729	17.855	0.013	-0.016	0.002
Si	10.886	5.472	17.559	-0.013	-0.025	0.049
Si	-2.615	8.238	17.705	-0.034	-0.033	0.089
Si	10.815	10.818	17.672	0.053	0.028	0.074
Si	-2.657	13.582	17.514	0.014	0.02	0.035
Si	-1.22	1.34	19.186	0.013	0.015	0.064
Si	1.351	4.027	19.15	0.006	-0.048	-0.015
Si	-1.354	6.823	19.159	-0.006	-0.015	-0.019
Si	1.364	9.359	18.963	0.009	-0.008	0.005
Si	-1.34	12.39	19.063	0.044	0.028	0.031
Si	1.29	-1.266	18.991	0.024	-0.012	0.041
Si	4.138	1.357	18.948	-0.004	0.011	-0.025
Si	6.867	4.008	19.04	-0.005	0.029	0.045
Si	4.003	6.91	19.035	0.041	0.023	0.054
Si	6.684	9.595	19.127	0.005	-0.015	0.043
Si	4.046	12.157	18.898	0.001	-0.016	0.037
Si	6.774	-1.36	19.052	0.003	-0.002	0.015
Si	9.445	1.379	18.965	-0.011	-0.006	0.053
Si	12.187	4.186	19.038	0.001	-0.035	0.044
Si	9.569	6.757	19.04	0.005	0	0.072
Si	-4.053	9.553	19.044	0.005	0.007	-0.011
Si	9.559	12.248	19.077	0.012	0.026	0.024
Si	-3.952	-1.452	18.952	-0.01	0.024	0.07
Si	-2.272	-0.475	20.276	0.337	-0.147	-0.524
Si	0.671	2.135	20.492	0.054	-0.113	-0.608
Si	-3.293	6.035	20.271	-0.044	0.04	-0.017
Si	0.56	7.592	20.383	0.101	-0.053	-0.539
Si	-3.129	11.4	20.225	-0.187	0.086	-0.575
Si	-0.41	-2.123	20.389	-0.011	0.046	-0.018
Si	2.377	0.427	20.185	-0.181	0.211	-0.528
Si	5.941	2.19	20.223	-0.018	0.015	0.023
Si	2.252	5.906	20.236	0.002	-0.01	0.027
Si	4.77	8.783	20.318	-0.085	0.043	-0.66
Si	3.04	10.45	20.161	-0.058	0.009	0.081
Si	5.838	13.035	20.1	0.22	-0.023	-0.559
Si	7.664	0.504	20.254	-0.193	0.037	-0.529
Si	10.384	3.163	20.144	-0.037	0.192	-0.618
Si	8.729	4.875	20.202	0.052	-0.071	-0.707
Si	11.309	7.778	20.283	0.177	-0.196	-0.617
Si	11.486	13.098	20.216	-0.01	-0.045	-0.013
Si	7.648	11.443	20.259	-0.076	0.099	-0.652
Si	-1.665	-1.76	26.612	0.016	-0.058	-0.09
Si	3.912	0.018	22.86	-0.062	-0.021	-0.233
Si	-1.223	4.585	24.435	0.037	0.04	-0.022
Si	3.089	5.188	22.281	-0.248	0.285	-0.607
Si	0.993	8.413	23.445	0.097	0.02	-0.249
Si	1.604	10.862	21.974	0.315	-0.118	-0.468
Si	2.14	-1.616	24.724	-0.092	-0.115	-0.108
Si	6.828	5.852	29.444	-0.055	-0.01	0.044
Si	4.991	2.773	22.262	0.377	-0.29	-0.588
Si	8.028	6.019	22.956	0.003	-0.122	-0.144
Si	5.345	7.305	22.909	-0.068	0.071	-0.095
Si	5.498	10.628	26.93	0.094	0.076	-0.053
Si	-0.086	1.859	23.569	0.082	0.079	-0.199
Si	-2.892	0.756	23.032	-0.108	-0.042	-0.134
Si	-4.841	3.162	23.019	-0.079	-0.011	-0.156
Si	-3.133	5.646	22.534	-0.094	0.079	-0.68
Si	8.841	11.272	23.148	-0.065	0.05	-0.099
Si	0.415	-2.831	22.522	-0.135	0.329	-0.547
Si	10.172	10.143	27.644	-0.078	0.074	0.023
Si	2.368	-1.656	31.918	-0.016	0.319	0.617
Si	8.524	7.446	27.439	-0.098	-0.067	0.034
Si	8.509	-0.953	22.82	-0.035	0.038	-0.068
Si	10.936	-2.823	22.423	0.234	-0.099	-0.612
Si	-1.287	11.166	22.635	-0.105	-0.26	0.353
Si	1.484	5.795	24.675	-0.034	0.038	-0.041
Si	-2.654	5.75	29.518	-0.06	0.043	-0.01
Si	6.914	3.788	24.542	0.025	-0.037	-0.039
Si	3.602	0.358	29.748	0.013	-0.061	0.058
Si	8.651	11.465	30.003	-0.059	0.024	0.057
Si	10.087	8.378	23.207	0.131	0.045	-0.297
Si	9.346	-0.54	30.164	0.015	0.083	-0.08
Si	0.488	0.223	25.989	0.029	0.122	0.059
Si	10.11	4.899	27.249	0.11	0.074	0.027
Si	5.253	7.614	31.207	-0.076	-0.106	0.12
Si	2.649	8.988	30.938	-0.057	0.11	0.049
Si	0.666	5.084	32.157	0.126	0.03	0.107
Si	-1.966	3.778	31.673	-0.137	0.116	0.194
Si	5.821	7.775	25.981	0.004	-0.083	0.055
Si	7.031	-0.988	32.148	0.415	-0.157	0.572
Si	5.739	-4.239	29.454	0.041	-0.036	0.028
Si	7.406	3.946	31.847	-0.065	0.303	0.589
Si	1.165	1.989	28.508	0.07	-0.069	0.023
Si	-0.718	1.335	30.926	0.115	-0.01	0.024
Si	-3.185	10.06	28.419	-0.012	-0.042	0.062
Si	-1.163	8.159	29.246	0.031	0.051	-0.06
Si	-6.33	2.199	31.255	0.026	-0.142	0.001
Si	-2	-1.275	29.663	0.024	-0.027	0.063
Si	9.426	-0.426	25.691	-0.205	-0.242	0.301
Si	5.347	1.68	32.003	-0.294	0.023	0.615
Si	5.398	4.865	27.02	0.053	0.158	-0.023
Si	2.463	4.697	27.505	-0.107	-0.104	-0.03
Si	-0.967	11.634	27.216	-0.072	0.033	0.051
Si	-1.357	9.907	24.578	-0.067	0.396	-0.582
Si	-4.088	-1.498	24.759	0.002	-0.002	-0.1
Si	-3.234	5.54	26.573	-0.026	-0.003	-0.039
Si	4.41	-3.174	25.488	0.052	-0.024	0.073
Si	-5.589	4.898	30.16	0.014	-0.092	0.092
Si	1.266	6.533	29.599	-0.036	0.047	-0.006
Si	5.845	-2.282	22.845	-0.069	-0.022	0.032
Si	8.309	11.772	26.074	-0.036	0.06	-0.023
Si	5.337	-1.562	27.994	0.055	-0.073	-0.046
Si	9.44	2.56	25.384	0.005	-0.023	-0.098
Si	-5.768	-4.067	31.991	-0.122	0.236	0.572
Si	-0.299	-3.185	31.305	-0.075	0.095	0.058
Si	-4.351	-1.661	31.299	-0.031	0.041	0.137
Si	0.512	10.598	29.696	-0.061	-0.061	-0.149
Si	8.406	-1.572	27.393	0.16	0.226	-0.293
Si	4.934	-3.381	32.142	0.218	-0.285	0.523
Si	-3.657	7.893	24.65	0.036	-0.099	-0.168
Si	-5.918	7.235	32.088	0.239	-0.112	0.537
Si	-4.248	9.694	31.394	-0.069	-0.017	0.024
Si	7.877	9.191	32.042	-0.09	0.505	0.591
Si	-1.361	1.371	8.147	0.003	0.013	0.009
Si	1.354	4.077	8.149	-0.016	-0.011	0.005
Si	-1.352	6.812	8.158	0.011	0.019	-0.007
Si	1.364	9.529	8.161	0.01	0.019	0.004
Si	-1.351	12.225	8.173	-0.011	-0.014	0.003
Si	1.359	14.948	8.162	0.007	-0.014	-0.005
Si	4.098	1.366	8.166	0.019	0.015	-0.003
Si	6.81	4.08	8.168	0.002	0.012	0.001
Si	4.068	6.795	8.156	-0.011	-0.026	-0.001
Si	6.788	9.514	8.168	-0.002	-0.012	-0.004
Si	4.085	12.245	8.152	0.004	0.009	0.008
Si	6.796	14.954	8.151	-0.011	-0.019	0
Si	9.51	1.356	8.17	-0.009	-0.022	0.003
Si	12.229	4.073	8.164	-0.01	-0.018	0
Si	9.53	6.795	8.158	0.007	0.015	0.003
Si	12.236	9.509	8.164	-0.015	-0.015	0.007
Si	9.534	12.246	8.169	0.01	0.02	-0.006
Si	12.247	14.973	8.161	0.018	0.026	0.004
Si	13.604	0.014	9.517	-0.004	-0.002	-0.002
Si	-0.003	2.723	9.513	0.005	-0.006	0.004
Si	13.599	5.443	9.508	-0.006	-0.004	-0.003
Si	0.001	8.169	9.522	0.005	-0.003	0.005
Si	13.598	10.872	9.524	0.005	0.004	0
Si	0.006	13.591	9.529	0	0.003	0.003
Si	2.723	-0.001	9.509	-0.005	-0.002	0.002
Si	5.454	2.718	9.53	0.005	-0.009	0.006
Si	2.711	5.437	9.514	0.004	0.007	-0.004
Si	5.433	8.15	9.522	-0.006	0.017	0
Si	2.725	10.886	9.517	0.004	-0.005	0.001
Si	5.442	13.599	9.518	0.005	0.007	0.005
Si	8.153	-0.007	9.523	0.004	0.006	0.003
Si	10.873	2.718	9.529	-0.004	0.008	0.005
Si	8.166	5.443	9.524	0	-0.007	-0.001
Si	10.883	8.15	9.526	0.001	-0.006	-0.001
Si	8.159	10.88	9.514	-0.006	0.005	-0.004
Si	10.89	13.608	9.524	-0.004	-0.009	0
Si	-1.36	-1.355	10.872	-0.002	0.005	-0.001
Si	1.353	1.352	10.867	0.008	0.007	-0.003
Si	-1.356	4.092	10.871	-0.003	-0.006	-0.006
Si	1.361	6.805	10.878	-0.002	-0.004	-0.002
Si	-1.368	9.513	10.887	-0.005	0.006	0.001
Si	1.365	12.235	10.89	0.013	-0.001	0.006
Si	4.088	-1.352	10.872	-0.002	-0.012	-0.005
Si	6.813	1.362	10.896	-0.004	-0.007	0.001
Si	4.074	4.075	10.869	0.006	0.001	-0.01
Si	6.801	6.799	10.885	-0.002	-0.003	0.003
Si	4.078	9.516	10.875	0	0.002	-0.004
Si	6.798	12.232	10.878	0.005	0	0
Si	9.517	-1.365	10.88	-0.003	0.005	-0.004
Si	12.244	1.366	10.885	0.001	-0.008	-0.001
Si	9.521	4.082	10.889	-0.003	0.002	-0.003
Si	12.238	6.787	10.885	0.002	0.009	-0.004
Si	9.523	9.522	10.872	-0.002	-0.007	-0.008
Si	12.247	12.246	10.882	-0.005	0.008	-0.001
Si	-0.008	0.001	12.238	-0.004	-0.022	-0.003
Si	2.709	2.712	12.222	-0.021	-0.023	-0.006
Si	0.001	5.451	12.238	0.022	0.025	-0.004
Si	2.722	8.162	12.24	0.015	0.015	-0.012
Si	-0.007	10.871	12.243	-0.012	-0.012	0.009
Si	2.735	13.607	12.231	0.013	0.027	0.006
Si	5.444	0.004	12.244	0.015	0.02	-0.001
Si	8.173	2.727	12.26	0.012	0.014	-0.003
Si	5.432	5.429	12.23	-0.019	-0.018	0.003
Si	8.17	8.166	12.237	0.014	0.025	0.003
Si	5.44	10.865	12.238	-0.011	-0.009	-0.009
Si	8.159	13.587	12.238	-0.012	-0.016	-0.002
Si	10.879	-0.002	12.233	-0.006	-0.009	0
Si	13.608	2.738	12.234	0.002	0.015	0.002
Si	10.878	5.434	12.257	-0.012	-0.021	-0.006
Si	13.591	8.147	12.245	-0.016	-0.026	-0.004
Si	10.883	10.883	12.233	0.004	0.009	-0.011
Si	13.605	13.613	12.24	0.016	0.006	-0.006
O	-3.511	2.244	23.025	0.204	0.112	-0.102
O	0.575	2.29	22.148	-0.027	-0.012	0.3
O	-2.428	4.639	25.505	-0.31	-0.349	-0.08
O	8.176	10.158	30.795	-0.161	-0.14	-0.212
O	-4.642	4.826	26.89	0.191	-0.193	0.19
O	-2.666	11.066	21.782	-0.334	-0.134	0.474
O	-0.566	3.13	24.426	0.142	-0.144	0.502
O	7.835	11.288	21.884	-0.361	0.1	0.461
O	-0.119	5.687	24.826	-0.114	0.363	0.166
O	8.613	5.026	21.835	0.164	-0.057	0.15
O	4.936	8.519	21.934	-0.069	0.236	0.13
O	5.168	6.405	26.544	-0.496	0.182	0.111
O	8.113	0.239	21.816	-0.073	0.377	0.29
O	10.631	2.751	21.714	-0.167	-0.286	0.321
O	6.704	6.676	22.306	0.164	-0.154	-0.25
O	-5.866	-1.134	31.18	-0.161	-0.164	0.179
O	-2.389	11.405	27.983	-0.308	0.345	0.286
O	-0.917	12.707	23.065	-0.411	0.251	0.608
O	7.842	6.961	28.831	0.181	0.194	0.374
O	6.66	8.268	31.564	0.064	0.01	0.078
O	-3.045	-2.083	25.84	-0.086	-0.408	0.053
O	7.351	-4.169	29.351	0.11	0.167	-0.155
O	0.889	-5.178	33.622	0.169	-0.083	-0.31
O	4.483	1.304	30.702	0.049	0.153	-0.184
O	-1.205	-0.071	30.354	0.18	-0.125	0.108
O	-3.521	-1.036	32.533	0.272	0.123	-0.484
O	9.841	4.751	28.832	-0.492	-0.269	0.115
O	-2.368	5.668	27.93	0.367	0.033	-0.063
O	-3.581	10.093	29.987	0.165	-0.043	-0.11
O	9.285	-3.762	31.01	-0.2	0.333	-0.272
O	0.914	-2.139	31.413	-0.204	0.221	-0.22
O	0.326	6.462	32.937	0.079	0.246	-0.208
O	9.383	3.664	26.544	-0.305	-0.054	0.388
O	5.29	-3.208	21.654	-0.421	-0.204	0.202
O	5.616	7.857	24.389	-0.09	0.506	-0.152
O	10.86	8.279	21.785	-0.094	0.198	0.182
O	-4.22	-2.545	23.525	0.266	-0.124	-0.047
O	-1.594	8.227	33.578	-0.063	0.017	-0.421
O	0.477	1.146	27.307	-0.402	-0.16	0.117
O	6.082	3.057	31.571	-0.158	0.173	-0.253
O	7.452	-2.171	22.717	0.275	-0.364	0.08
O	1.673	12.429	22.418	0.781	0.227	-0.056
O	-0.568	4.069	32.448	0.16	-0.226	0.248
O	-0.03	10.686	21.655	-0.006	-0.505	-0.511
O	-4.445	-3.269	31.485	0.704	-0.159	0.008
O	5.288	-0.784	22.59	0.524	0.447	-0.32
O	1.958	7.576	30.602	0.086	-0.142	0.358
O	-3.2	4.291	32.577	-0.212	0.131	-0.138
O	-5.63	1.473	32.512	0.011	-0.095	-0.214
O	3.368	-2.938	32.097	-0.321	-0.054	0.019
O	0.738	5.355	30.572	-0.359	-0.25	-0.339
O	8.538	-0.406	24.328	-0.415	0.256	0.116
O	-2.156	8.818	28.134	-0.057	-0.164	-0.731
O	-5.191	8.309	24.428	-0.293	-0.034	0.65
O	7.497	5.049	30.668	0.318	0.007	-0.323
O	7.394	7.81	26.347	0.293	0.35	-0.489
O	2.305	5.907	28.556	0.452	0.245	-0.003
O	7.687	5.191	24.299	0.031	0.137	0.317
O	6.39	0.488	32.393	0.078	0.159	0.337
O	2.509	1.244	28.981	0.094	-0.052	-0.332
O	-4.552	9.923	27.575	0.184	-0.125	-0.236
O	-1.766	4.873	22.939	0.506	-0.255	-0.592
O	5.128	9.093	26.615	-0.48	-0.142	0.103
O	-5.368	3.388	30.711	0.612	0.079	0.209
O	-6.275	5.907	31.219	-0.464	-0.229	0.073
O	4.62	11.65	26.041	-0.253	-0.225	-0.074
O	0.929	-1.778	23.647	-0.309	0.28	0.011
O	8.65	2.919	31.776	-0.2	-0.191	0.053
O	4	4.221	27.487	0.063	-0.278	0.416
O	0.27	-4.569	30.762	0.011	-0.245	0.036
O	-0.522	9.394	30.068	-0.322	-0.142	0.339
O	9.638	1.072	30.126	0.069	0.165	-0.355
O	6.887	-1.155	27.791	0.103	0.451	-0.099
O	-0.817	-3.132	26.788	0.425	0.054	-0.021
O	5.23	-4.471	30.965	-0.252	-0.404	0.221
O	4.529	-0.325	28.619	0.085	0.029	-0.367
O	0.141	1.148	32.288	0.286	-0.085	-0.277
O	2.864	-0.159	21.645	-0.135	-0.288	0.205
O	9.677	10.946	26.334	0.536	0.129	-0.517
O	0.459	7.833	22.017	-0.261	-0.2	0.092
O	-2.091	7.152	30.118	-0.027	0.105	0.831
O	3.797	3.792	21.861	-0.281	-0.187	-0.411
O	-1.399	-2.647	30.263	-0.275	-0.33	-0.258
O	8.394	-3.112	26.824	0.078	-0.227	0.115
O	-3.583	-0.066	24.221	-0.094	0.219	0.228
O	-3.154	7.043	23.363	0.094	0.189	-0.207
O	5.175	-2.809	28.996	-0.296	0.126	0.309
O	-3.098	-0.047	21.642	-0.179	0.089	0.134
O	8.126	11.874	24.472	-0.222	0.066	-0.277
O	9.26	9.739	23.356	-0.265	-0.187	0.097
O	9.098	8.167	32.309	-0.037	-0.061	0.46
O	-0.919	10.761	25.869	0.189	0.202	0.184
O	-1.309	0.878	23.222	0.221	-0.329	0.027
O	4.234	8.773	30.75	0.347	0.23	-0.535
O	-4.409	4.724	22.98	-0.274	0.208	0.36
O	3.259	-0.601	24.174	0.238	0.275	0.665
O	6.433	4.833	28.258	0.3	-0.616	0.065
O	-3.173	9.932	32.566	0.17	0.32	-0.25
O	0.161	2.08	29.782	-0.009	0.524	0.137
O	5.404	-2.919	24.244	0.165	-0.068	0.13
O	1.995	4.873	23.443	-0.446	-0.472	-0.125
O	9.762	1.123	26.033	0.147	0.126	0.6
O	2.914	-0.732	30.712	-0.257	-0.236	-0.079
O	4.306	1.555	23.082	-0.132	0.012	0.542
O	2.036	10.079	29.905	0.508	0.295	-0.56
O	4.768	6.838	32.554	-0.368	-0.004	-0.078
O	-1.945	4.524	30.255	0.396	-0.361	-0.516
O	-0.276	8.722	24.379	0.071	-0.308	0.153
O	6.014	3.523	23.244	0.065	0.469	0.165
O	7.899	-0.851	30.795	-0.359	-0.146	-0.183
O	10.59	2.916	24.323	0.148	0.106	0.19
O	9.956	-1.525	22.418	-0.025	0.495	-0.279
O	7.066	10.917	26.654	0.253	-0.133	0.218
O	9.768	11.056	28.919	0.3	0.304	0.145
O	-4.8	8.171	31.352	0.221	-0.305	-0.662
O	5.991	3.943	25.845	-0.264	-0.424	-0.037
O	2.049	4.42	32.68	0.141	-0.016	-0.401
O	5.202	10.9	28.497	-0.225	-0.476	0.412
O	2.41	9.38	32.487	0.217	-0.137	0.029
O	-2.808	9.246	24.823	-0.416	0.323	-0.02
O	-3.51	7.007	25.981	0.144	0.508	0.319
O	1.862	7.326	24.271	0.666	0.065	0.332
O	5.482	6.579	29.986	-0.341	-0.028	-0.426
O	-0.933	-3.427	32.776	-0.666	-0.062	-0.087
O	10.791	-1.279	25.451	0.124	-0.446	0.443
O	-0.914	-0.571	25.817	-0.188	-0.079	-0.488
O	-3.58	-1.238	29.964	-0.247	0.263	-0.407
O	1.602	-0.949	26.096	0.144	-0.325	0.382
O	-4.224	5.634	29.767	-0.049	0.287	0.072
O	5.824	-2.04	31.872	-0.213	0.166	-0.354
O	9.464	6.301	26.796	0.139	0.142	-0.364
O	-5.483	10.667	31.792	-0.374	-0.383	-0.029
O	0.087	7.255	28.73	0.063	0.02	-0.609
O	9.433	8.725	27.77	0.117	-0.252	0.142
O	7.973	2.58	24.698	-0.027	-0.652	-0.147
O	9.082	7.144	23.351	-0.124	-0.048	0.303
O	-2.027	2.199	31.35	-0.405	-0.171	-0.123
O	4.729	-2.026	26.577	-0.293	0.35	-0.171
O	0.243	11.149	28.192	0.413	-0.019	-0.242
O	9.348	-1.271	28.712	0.496	-0.341	-0.223
O	-1.895	-1.172	28.082	-0.16	0.2	0.082
O	4.202	6.176	22.931	0.15	-0.167	0.24
O	2.862	-3.024	25.046	-0.482	-0.489	-0.048
O	1.514	3.461	27.936	-0.113	0.208	-0.119
O	0.838	1.061	24.635	0.546	-0.131	-0.158
O	1.874	9.759	23.16	0.319	0.011	0.619
O	10.159	12.15	22.87	0.333	-0.232	0.05
O	2.135	5.282	26.04	0.107	0.083	-0.003

Results
total energy: -103411.147 eV
total energy less fixed offsets of O -438.35, Si -107.03 eV per atom: -4.547 eV
